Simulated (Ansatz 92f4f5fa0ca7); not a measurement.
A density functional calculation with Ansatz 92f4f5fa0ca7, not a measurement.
Periodic cell of 226 atoms, Si134O92, from a study of silicon, its oxide and their interface. The atomic structure is a simulated model.
Doubt: the cutoff is low for norm-conserving oxygen, so forces and energies are approximate.

Settings
functional: HSE06
potential files: SPMS norm-conserving
basis: plane waves
wave-function cutoff: 800 eV
density cutoff ratio: 4
exchange-correlation grid ratio: 1
k mesh: 1 x 1 x 1, Gamma-centred
occupations: fixed
spin: none
net charge: 0

Cell vectors (angstrom)
a 10.938 0 0
b 0 10.938 0
c 0 0 32.6528

Atoms: element, x, y, z (angstrom)
Si -0.2062 0.143 25.1688
Si 5.2719 0.1688 25.1802
Si 2.999 2.3853 25.2171
Si 8.5355 2.4537 25.243
Si -0.263 5.5987 25.2495
Si 5.2465 5.5576 25.0608
Si 3.1002 7.9391 25.1313
Si 8.4297 7.8396 25.2327
Si 1.3864 1.2691 26.5147
Si 6.8622 1.3363 26.4821
Si 4.1096 4.0406 26.4787
Si 9.6023 4.0371 26.6208
Si 1.4088 6.8184 26.4094
Si 6.8226 6.6953 26.4837
Si 4.1785 9.4989 26.5298
Si 9.5647 9.5031 26.4855
Si 2.7653 -0.0745 27.8774
Si 8.2086 -0.043 27.8599
Si 0.0758 2.6862 27.9039
Si 5.512 2.7272 27.8612
Si 2.7362 5.4411 27.8355
Si 8.1997 5.4123 27.9046
Si 0.0515 8.1851 27.8415
Si 5.5415 8.1487 27.8774
Si 4.1018 1.3673 29.2346
Si 9.5708 1.3673 29.2346
Si 1.3673 4.1018 29.2346
Si 6.8362 4.1018 29.2346
Si 4.1018 6.8362 29.2346
Si 9.5708 6.8362 29.2346
Si 1.3673 9.5708 29.2346
Si 6.8362 9.5708 29.2346
Si 0 0 30.6018
Si 5.469 0 30.6018
Si 2.7345 2.7345 30.6018
Si 8.2035 2.7345 30.6018
Si 0 5.469 30.6018
Si 5.469 5.469 30.6018
Si 2.7345 8.2035 30.6018
Si 8.2035 8.2035 30.6018
Si 1.3673 1.3673 31.9691
Si 6.8362 1.3673 31.9691
Si 4.1018 4.1018 31.9691
Si 9.5708 4.1018 31.9691
Si 1.3673 6.8362 31.9691
Si 6.8362 6.8362 31.9691
Si 4.1018 9.5708 31.9691
Si 9.5708 9.5708 31.9691
Si 2.7345 0 0.6835
Si 8.2035 0 0.6835
Si 0 2.7345 0.6835
Si 5.469 2.7345 0.6835
Si 2.7345 5.469 0.6835
Si 8.2035 5.469 0.6835
Si 0 8.2035 0.6835
Si 5.469 8.2035 0.6835
Si 4.1018 1.3673 2.0507
Si 9.5708 1.3673 2.0507
Si 1.3673 4.1018 2.0507
Si 6.8362 4.1018 2.0507
Si 4.1018 6.8362 2.0507
Si 9.5708 6.8362 2.0507
Si 1.3673 9.5708 2.0507
Si 6.8362 9.5708 2.0507
Si 0 0 3.418
Si 5.469 0 3.418
Si 2.7345 2.7345 3.418
Si 8.2035 2.7345 3.418
Si 0 5.469 3.418
Si 5.469 5.469 3.418
Si 2.7345 8.2035 3.418
Si 8.2035 8.2035 3.418
Si 1.3663 1.4315 4.8677
Si 6.8124 1.4113 4.7662
Si 4.0988 4.0564 4.7556
Si 9.569 4.1006 4.7682
Si 1.3115 6.9321 4.7683
Si 6.7482 6.9489 4.7226
Si 4.0426 9.6334 4.8515
Si 9.5497 9.5758 4.7654
Si 2.7615 0.1334 6.3362
Si 8.1701 0.0187 6.0726
Si 0.0027 2.8379 6.2708
Si 5.4999 2.7769 6.201
Si 2.7075 5.4896 5.9683
Si 8.1305 5.5474 5.9259
Si -0.021 8.3243 6.2285
Si 5.4429 8.2825 6.2053
Si 4.4814 1.2315 7.6809
Si 9.6247 1.2569 7.4132
Si 1.1171 4.6127 7.4744
Si 6.6248 4.51 7.3676
Si 4.2423 6.6024 7.32
Si 9.5926 6.6737 7.31
Si 1.0359 10.0253 7.5757
Si 6.6724 9.8335 7.5215
O 9.6228 1.3028 24.727
O 4.1505 6.7416 24.6316
O 4.1249 1.2738 24.7046
O 9.5686 6.7316 24.7464
O -0.2248 5.5383 7.6848
O 5.5528 0.0121 7.9992
O -0.1343 0.21 7.8766
O 5.4225 5.5519 7.8478
O 7.4817 4.07 8.7018
O 8.71 7.0063 8.6659
O 1.4642 9.5918 9.1149
O 8.7492 1.7219 8.7297
O 7.3675 9.2724 8.9114
O 4.1988 1.9439 9.1618
O 3.2795 7.0969 8.578
O 1.8386 4.8237 8.9743
O 7.9796 3.2365 23.9166
O 0.2325 4.7103 23.9587
O 2.3371 3.0381 23.8636
O 5.8389 4.8035 23.6895
O 5.9398 10.4591 23.8154
O 2.6554 8.8519 23.822
O 0.482 10.4243 23.8157
O 7.6799 8.4315 23.8975
Si -2.7149 6.2928 20.9979
Si 8.6753 5.789 18.1788
Si -0.37 1.8995 14.4912
Si -5.4149 7.8817 20.7245
Si 3.3471 7.226 16.3462
Si 15.3847 5.4439 11.4801
Si 1.425 9.4255 22.9268
Si 8.2107 -2.0723 17.6939
Si -2.9686 2.8281 9.6338
Si 0.517 8.7724 10.1698
Si 6.6557 9.2693 22.9665
Si 2.6948 9.9101 17.3694
Si 11.314 5.6933 13.5052
Si -0.0989 7.7758 21.0001
Si 7.4827 2.3418 20.4027
Si 8.4432 8.2851 9.641
Si 0.7754 -2.1172 13.2341
Si 16.3367 9.233 16.4246
Si 10.7151 2.3445 20.7434
Si 3.0514 5.0082 14.2138
Si 6.26 4.0975 18.1656
Si 1.1246 -0.5314 20.1408
Si 5.2036 3.549 15.3556
Si 4.8918 12.2733 13.2743
Si 7.4334 5.041 14.0663
Si 2.254 6.2996 9.5929
Si 9.324 10.0753 14.9545
Si 1.1423 3.738 23.0293
Si 3.9468 -5.1375 19.1004
Si 6.516 -1.0029 13.7134
Si 2.2111 11.0678 14.5682
Si 10.0002 4.5951 15.8394
Si 5.019 2.5513 10.4576
Si 9.2484 3.7089 12.2924
Si -4.1383 7.3542 12.2035
Si 7.1015 10.2073 20.197
Si 7.1104 4.1306 22.8857
Si 12.1983 4.9678 20.3772
O 7.5269 6.5386 13.4288
O 0.5239 6.4272 20.3208
O 9.8709 4.9785 17.4111
O 13.0859 10.9134 16.1997
O 5.7131 -4.4817 11.4002
O 5.5921 3.2901 16.912
O 5.8927 -0.7692 15.203
O 7.2014 5.3302 17.6417
O 9.0915 2.2494 20.6582
O -1.6704 7.4955 21.2927
O 7.7242 3.9968 12.8367
O 4.4153 1.9914 11.8644
O -2.8225 -1.0705 13.8964
O 4.8003 4.1628 10.5469
O 11.1685 2.5812 22.3062
O 10.5152 9.2387 14.2459
O 5.4961 8.2774 22.3215
O -0.0975 5.7514 15.0676
O 12.5861 4.6651 13.4641
O -0.2865 3.1131 15.5968
O 1.9346 10.2204 21.5732
O -4.1197 6.923 20.4875
O -6.6004 10.0201 17.3913
O 0.1045 9.1093 20.0539
O 2.0922 -0.6013 18.8216
O 6.0387 8.6101 12.9044
O 5.123 4.6813 19.1776
O 9.8836 9.021 9.8108
O 4.2373 7.0557 20.1411
O 1.0703 1.2201 14.1545
O 7.5614 9.8671 21.7375
O 5.5921 2.3228 14.3692
O 8.0277 5.3557 22.3074
O 6.0244 4.8572 14.8336
O 4.1694 5.126 13.0425
O 6.6611 -2.2681 17.2554
O 11.7508 7.1999 13.1028
O 9.9393 2.4698 13.0957
O 3.871 6.2965 17.5625
O 6.7279 3.1431 21.63
O 2.0689 9.5789 13.8818
O -0.763 5.058 12.5091
O 0.5881 8.1073 22.4427
O 9.0688 3.3433 10.7245
O 6.6193 2.1972 10.3142
O 5.741 9.3093 19.9358
O 0.9372 7.1992 9.9589
O 3.596 3.8451 15.2231
O -2.417 4.6724 15.1989
O 11.2842 3.669 19.9347
O 6.0315 0.2636 12.8372
O 11.3195 0.9302 20.162
O 3.0651 6.1154 10.9747
O 2.5436 5.0681 19.4075
O -2.0786 7.3996 17.9873
O 2.7662 6.3391 15.1225
O 4.6448 -2.9603 15.7256
O 0.6995 9.3309 11.686
O 1.8064 4.6911 21.8897
O 9.6246 0.7282 15.1094
O -2.1434 5.4004 19.7601
O 6.8272 11.8021 20.1952
O 7.2031 3.0745 18.9853
O 9.0414 9.5399 16.4676
O 3.6156 0.6929 14.023
O 7.9054 7.8402 11.1086
O 8.2066 9.7999 19.0484
O 2.3109 8.3534 16.9535

Results
free energy: -56396.605 eV
free energy less fixed offsets of O -447.96, Si -113.29 eV per atom: -3.425 eV
gap between the highest filled and lowest empty level on this k mesh: 1.214 eV

The program warned: the cutoff lies below the one the program advises for these potential files; the forces do not sum to zero within the program's tolerance; the exchange-correlation potential is rough where the density is thin.
